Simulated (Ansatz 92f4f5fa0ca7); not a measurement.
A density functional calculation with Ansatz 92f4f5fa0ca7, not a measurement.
Periodic cell of 157 atoms, Si96O55N6, from a study of silicon, its oxide and their interface. The atomic structure is a simulated model.

Settings
functional: r2SCAN
potential files: Ansatz norm-conserving
basis: plane waves
wave-function cutoff: 1300 eV
density cutoff ratio: 4
exchange-correlation grid ratio: 1
k mesh: 2 x 2 x 1, shifted by 0.5 0.5 0.5 of a step
self-consistency stop: 5e-08 eV per atom in the density residual
occupations: Fermi-Dirac, 0.05 eV
spin: none
net charge: 0

Cell vectors (angstrom)
a 10.88 0 0
b 0 10.88 0
c 0 0 22.4972

Atoms: element, x, y, z (angstrom)
Si -0.1231 -0.2035 0.5006
Si 3.8094 3.0921 0.1625
Si -0.2685 5.0516 -0.4151
Si 2.2996 8.5113 -0.475
Si 6.1462 1.2987 -0.6981
Si 8.9837 2.1474 -0.4904
Si 6.6539 6.7075 -1.7067
Si 6.9065 10.0841 1.0359
Si 1.5989 0.9157 1.208
Si 4.7809 4.8499 1.7459
Si 1.5102 6.6679 0.6199
Si 4.174 10.15 0.9857
Si 7.6389 1.5157 1.4089
Si 9.0948 3.9701 0.9127
Si 6.5378 7.3139 0.4559
Si 9.7941 9.5522 2.1559
Si 0.1577 2.7379 3.0102
Si 2.3282 0.5837 3.0878
Si 0.0167 7.5928 2.448
Si 1.9596 6.3814 2.8991
Si 5.8 2.5831 2.1399
Si 8.3914 0.0152 3.1118
Si 5.5693 8.2837 2.5343
Si 7.0388 5.238 1.5307
Si 1.6696 4.1623 3.9012
Si 4.3539 1.2728 3.7546
Si 1.0818 9.7789 4.0851
Si 4.0369 7.0854 4.1047
Si 8.0302 4.7796 3.6192
Si 9.7681 1.3296 4.3571
Si 7.0768 9.203 4.2505
Si 9.3814 6.3022 4.2134
Si 0.0323 -0.0704 5.791
Si 3.0206 2.5572 5.0184
Si 0.1953 5.2668 5.423
Si 2.4776 8.2718 5.5581
Si 5.6025 -0.0058 5.3157
Si 8.4222 3.0352 5.4195
Si 5.1659 4.8881 4.8697
Si 8.1791 7.7952 5.6539
Si 1.9399 1.2369 6.9043
Si 3.7536 4.4366 6.7662
Si 1.4271 6.6744 6.9119
Si 3.7388 9.8558 6.3914
Si 7.3442 1.5918 6.6721
Si 9.9881 3.9877 7.0419
Si 6.3883 6.5252 6.5075
Si 9.4516 9.3004 6.8295
Si 0.6317 3.1531 8.2477
Si 2.6782 -0.3718 8.3846
Si 0.087 7.953 7.968
Si 2.7797 4.8239 8.963
Si 4.9378 2.7655 7.6917
Si 8.5913 0.3344 8.1539
Si 4.3743 8.1713 7.7829
Si 9.2944 5.075 8.9835
Si 0.8784 4.0025 11.2766
Si 4.2323 1.4016 9.5306
Si 0.6994 9.4524 9.3272
Si 3.7389 6.8814 9.4921
Si 7.0354 4.6434 8.0658
Si 10.0619 1.321 9.3649
Si 6.3617 9.7749 9.5423
Si 9.6247 3.1223 10.725
Si 0.1799 0.1537 11.3818
Si 3.6759 3.66 10.7951
Si 0.1966 6.2635 10.5009
Si 3.0086 8.1885 13.6117
Si 6.2902 0.4052 10.7785
Si 7.6004 3.0337 11.8919
Si 6.4066 4.9788 10.8648
Si 8.5034 6.9519 12.1689
Si 5.285 3.8062 13.2998
Si 8.6914 2.1345 18.9867
Si -0.652 5.738 14.0136
Si 7.1378 8.7607 14.6814
Si 13.9488 0.9926 16.9994
Si 15.5274 1.152 14.8187
Si 6.1355 1.4796 17.4765
Si 7.9995 9.621 11.8216
Si -3.9039 6.9718 17.0163
Si 9.6247 7.7784 17.5729
Si 0.7415 7.8275 15.5901
Si 14.2382 3.5639 15.384
Si 5.5151 -0.7104 13.7185
Si 12.9113 -3.0284 10.6193
Si 9.5171 7.4468 20.332
Si 15.859 6.2185 14.9051
Si 0.2612 3.8358 19.2627
Si 4.8258 4.6817 20.3659
Si 4.1368 6.7008 19.7925
Si 4.4878 5.2139 17.5447
Si 11.1423 -1.1793 21.1632
Si 11.648 0.9145 18.935
Si 7.505 9.5524 17.5053
Si 11.7022 4.967 16.2639
O -0.5079 4.0545 24.6771
O -0.7373 1.0646 -0.3627
O 4.1826 3.6302 21.2245
O -2.6481 1.9404 20.573
O -0.9549 6.4766 21.445
O 0.4216 4.5932 -1.8123
O -0.9255 8.9853 20.4732
O 5.4378 7.529 20.1348
O 7.5196 -2.3581 0.6924
O 4.8973 1.7391 22.913
O 6.4514 5.0751 -1.8987
O 5.6129 10.0113 22.5287
O 8.8962 8.9739 18.2821
O 2.3527 13.084 22.7894
O 8.0065 6.9806 19.9498
O 13.782 7.5817 20.6367
O 7.7263 -1.6154 10.288
O -1.3566 -0.5935 11.8715
O 2.5737 3.6286 11.7848
O -2.0141 5.7724 13.0856
O 2.1247 7.704 12.4142
O -0.6109 4.9557 15.4477
O -0.3312 8.375 16.4232
O 5.5857 -1.74 8.3515
N 6.2295 -0.7646 12.0885
O 6.6844 2.7019 13.1497
O 14.1933 0.2798 15.516
O 6.2542 19.4115 17.6811
N 4.9754 4.4645 11.5209
N 8.156 8.3686 13.1
O 7.4519 6.2129 10.9742
O 4.5685 1.0002 17.8625
N 4.0024 2.6491 14.2195
O 1.6095 6.5817 16.0752
O 6.0384 5.2492 13.8216
O -3.3903 2.6336 18.0044
O 7.0465 12.7388 10.6764
O 6.9981 11.0623 17.7994
O 9.9628 12.0558 18.5851
N 17.067 7.357 15.4977
N 15.1174 4.9672 15.873
O 16.5566 1.921 15.8666
O 3.6519 6.9263 14.3726
O 4.211 -1.7834 13.6032
O 12.5634 8.8642 14.6914
O 11.2751 5.2049 12.2951
O 8.0849 9.5585 15.8808
O 0.9872 10.7684 20.0165
O 11.6711 4.6678 17.9292
O 9.9595 -3.7796 11.1669
O 1.708 0.5751 17.5423
O 3.8166 6.5757 18.0199
O 6.1782 5.6533 17.5451
O 3.0939 2.6894 16.7596
O 1.8129 4.0613 15.3685
O 11.9663 2.4108 19.1125
O 10.2703 -3.8624 18.8584
O 10.6708 -3.7027 14.1781
O 8.6732 6.7938 16.7848
O 9.5984 3.397 19.3411
O 15.5872 3.9507 18.6864

Results
free energy: -38509.983 eV
free energy less fixed offsets of N -289.75, O -463.61, Si -117.95 eV per atom: 50.267 eV
pressure: 0.20 GPa
stress xx, yy, zz, yz, xz, xy (GPa, positive in tension): 0.59, -0.94, -0.25, -0.44, -0.39, 1.13

Forces (eV/angstrom), in the order of the atoms: element, x, y, z
Si -0.7049 1.0597 0.9762
Si -1.2439 -1.8412 3.1718
Si 1.1646 3.7172 -0.6565
Si 0.5685 -0.4861 -2.2615
Si 0.1037 -0.5574 0.0744
Si -1.3285 0.264 0.7509
Si 1.0384 -0.8774 -0.1191
Si 0.6725 -1.3301 0.7259
Si 0.9049 3.736 -2.5228
Si -1.0684 -1.6317 0.1251
Si -1.4144 -1.2472 1.2826
Si -0.569 -1.9145 0.5221
Si 0.8708 -1.0706 -0.3594
Si 0.7588 0.6737 0.6526
Si -1.1369 -2.7525 2.3774
Si 1.6546 -0.776 0.0849
Si 0.4223 -0.46 -1.3392
Si 1.0521 -1.3927 3.1866
Si -0.5394 -0.9889 0.5552
Si 1.8894 -0.5244 0.3565
Si -2.076 0.3347 0.766
Si -1.3942 0.2993 1.1159
Si -1.368 0.2347 0.6828
Si 1.0877 -0.2034 -0.6794
Si 0.1942 0.3464 0.6579
Si 2.3906 0.0677 -0.5378
Si 0.3143 -1.4105 -0.8958
Si -0.5377 -0.6387 -0.668
Si -2.6789 -2.375 0.4536
Si -0.296 1.1654 0.8042
Si -1.4353 1.1443 -0.9801
Si 2.4576 2.8963 0.1847
Si 0.4099 0.952 0.5599
Si -0.6777 1.0942 2.0668
Si 0.5274 0.241 0.5931
Si -0.3372 -0.7833 -1.9052
Si 0.9387 -0.0705 0.2058
Si 1.3005 0.9805 -1.1752
Si 0.2697 2.1551 0.0499
Si -0.0578 -0.6541 -0.3366
Si -1.6385 0.8917 -0.9526
Si -0.3049 -0.2651 -0.5977
Si 1.6898 -1.3563 -1.5318
Si 0.2478 1.1899 0.1524
Si -3.5165 -0.763 0.377
Si -1.8336 0.7958 -2.3574
Si -1.1384 -0.9565 0.6814
Si 0.0961 0.6949 0.9072
Si 2.6144 -2.7316 1.2989
Si 0.5032 1.1355 1.1031
Si -2.5724 -0.7047 -0.0676
Si -0.603 -0.1106 -1.1458
Si 2.5909 -1.0035 0.3273
Si -2.4088 -1.8905 -1.373
Si 1.0724 -1.2632 -1.3452
Si -0.0068 -0.3811 0.3116
Si 1.3913 0.4636 0.0603
Si -0.192 0.1211 1.0379
Si 2.301 2.3723 2.9986
Si 0.3737 -0.6291 0.3361
Si -0.688 0.6249 1.4269
Si 2.4536 1.3219 1.1684
Si 2.6369 -2.8198 -4.9135
Si 0.5279 -0.0465 -0.3083
Si -1.6439 -0.9527 -0.8667
Si 4.0214 -1.2005 -6.1774
Si 2.0186 -1.2715 -1.3062
Si -5.3141 -0.7763 3.592
Si -4.2164 7.3011 2.0097
Si -0.2057 0.615 -4.0455
Si 3.1377 -1.5781 -2.5455
Si 0.5002 0.6881 -4.1607
Si 2.2901 -0.7611 -1.3879
Si 1.5354 0.3367 0.6343
Si -0.5769 -2.1197 -3.4722
Si 0.0837 -0.9329 -0.1153
Si 4.4306 3.8917 -1.1918
Si -0.7545 -0.1227 0.4653
Si -1.2035 1.9381 -1.4342
Si 1.5986 -0.5971 2.9926
Si -2.4843 -0.3594 -0.9298
Si 1.9546 -0.8565 1.7865
Si 5.407 -1.2396 -9.2574
Si -2.4618 1.2116 4.6999
Si -0.3552 -1.6024 -1.1508
Si -1.2034 -0.4766 1.845
Si 0.5376 -1.1432 -3.7604
Si 2.1378 -0.5808 -0.7735
Si 0.2516 -0.5729 -0.5756
Si 3.0289 0.6444 -5.8536
Si -5.4944 3.2356 -0.3769
Si 3.919 -1.9922 0.3976
Si 5.445 -0.2445 -1.0934
Si -3.0083 1.3689 -4.9854
Si 1.0196 0.7031 -0.9556
Si 2.5007 1.5198 1.3975
O -1.9903 -1.4274 -1.0948
O -0.6487 0.7578 -0.7589
O -1.8515 -2.9317 0.8567
O -0.1991 -0.8919 -0.5515
O 0.4629 -1.0972 2.2069
O 1.2782 -1.1242 -1.1254
O -2.2868 -1.0659 -0.0536
O 0.9629 0.9649 -0.7616
O 2.7637 3.6875 -0.4729
O -0.6178 1.2145 0.0416
O -1.9107 -0.3564 0.3503
O -1.649 0.9741 -1.5906
O -3.6233 3.1171 -0.7612
O 0.9855 0.4886 0.0108
O -0.5868 1.3301 0.2958
O 1.5479 -0.8301 -0.9601
O 0.9991 -2.8873 -0.7883
O -1.1888 0.5764 -0.0814
O -7.89 -0.2968 4.3302
O 1.0376 -3.4485 3.7787
O 0.1928 0.6227 -3.6468
O 0.4614 -0.4172 -0.4204
O -3.115 2.7762 4.2363
O 1.3262 -0.0432 0.9593
N 1.869 2.3755 0.9585
O -2.8786 0.7855 2.0626
O 2.1282 1.8649 0.6342
O 3.2663 -1.7438 0.1141
N -1.719 -1.3145 3.6278
N -1.712 0.2276 -0.5067
O 0.6708 2.9983 2.6335
O -0.1301 -0.5426 0.4668
N 2.6863 1.379 -4.4361
O -2.2748 -3.1623 1.4575
O -3.6674 -0.722 1.3188
O -2.7315 -2.7094 -0.4665
O 0.6054 -0.5853 1.8969
O 1.1964 -1.5323 0.3158
O -0.0562 -2.3441 -0.4911
N 1.5693 0.2358 -1.5376
N 0.8105 -0.3089 0.6434
O 2.2075 -1.582 2.0415
O 0.491 -1.1467 -0.5806
O 3.8389 4.539 -1.018
O 1.6216 -1.9579 0.2494
O -0.6243 0.278 2.9095
O -2.2021 -1.501 -0.1702
O -0.2872 -3.1643 3.1265
O -0.7216 0.0419 -1.8218
O -5.2407 2.5337 3.2059
O -3.2215 -1.527 3.0592
O -0.5488 0.6192 3.8579
O 0.5709 1.2456 -0.0315
O 0.4086 -2.1131 -0.4962
O -1.6228 0.7863 -1.023
O 1.3955 3.7435 1.7571
O -0.0319 0.5822 0.2468
O 2.014 2.854 2.3587
O -4.4259 -0.5568 0.1814
O 0.5546 2.9582 -0.9344
O -0.8847 2.6361 0.8351

The program warned: the forces do not sum to zero within the program's tolerance.
